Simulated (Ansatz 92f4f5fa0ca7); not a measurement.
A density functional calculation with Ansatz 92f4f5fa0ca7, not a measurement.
Periodic cell of 291 atoms, Si195O96, from a study of silicon, its oxide and their interface. The atomic structure is a simulated model.
Doubt: the cutoff is far below the 930 eV that the study's wrapper takes by default for these files, so forces and energies are approximate.
This geometry differs little from another in the collection (a relaxation step or a small displacement).

Settings: functional PBE; potential files Ansatz PAW; basis plane waves; wave-function cutoff 580 eV; density cutoff ratio 5; exchange-correlation grid ratio 1; k mesh 1 x 1 x 1, Gamma-centred; self-consistency stop 5e-08 eV per atom in the density residual; occupations fixed; spin none; net charge 0.

Cell vectors (angstrom)
a  11.6015  0  0
b  0  10.938  0
c  0  0  41.0406

Atoms and the computed forces on them: element, x, y, z (angstrom), force x, y, z (eV/angstrom)
Si  0  0  0.9665  0.0024  0.0231  -0.012
Si  3.8672  0  0.9665  0.0058  0.0255  -0.0048
Si  7.7343  0  0.9665  -0.0039  0.0597  0.0095
Si  1.9336  1.3673  0.9665  0.0044  -0.0067  -0.0061
Si  5.8008  1.3673  0.9665  -0.0082  -0.0187  0.0096
Si  9.6679  1.3673  0.9665  0.0014  -0.0708  -0.0024
Si  0  5.469  0.9665  -0.0002  0.0178  0.0114
Si  3.8672  5.469  0.9665  -0.005  0.0526  0.0048
Si  7.7343  5.469  0.9665  0.0018  0.0504  -0.0117
Si  1.9336  6.8362  0.9665  0.0024  -0.0076  0.0024
Si  5.8008  6.8362  0.9665  -0.0034  -0.0475  -0.0097
Si  9.6679  6.8362  0.9665  0.0041  -0.0564  0.0102
Si  1.9336  2.7345  40.0735  -0.0053  0.0019  0.0016
Si  5.8008  2.7345  40.0735  0.0039  0.0011  0.0056
Si  9.6679  2.7345  40.0735  -0.0044  0.0727  -0.0071
Si  0  4.1018  40.0735  -0.0062  0.0036  0.0153
Si  3.8672  4.1018  40.0735  0.0063  -0.0399  0.0134
Si  7.7343  4.1018  40.0735  -0.0018  -0.0705  -0.0177
Si  1.9336  8.2035  40.0735  0.0003  -0.0061  0.0155
Si  5.8008  8.2035  40.0735  -0.0012  0.0556  0.0033
Si  9.6679  8.2035  40.0735  -0.0104  0.0335  0.019
Si  0  9.5708  40.0735  0.0005  -0.0433  -0.0158
Si  3.8672  9.5708  40.0735  -0.0081  -0.0212  0.0043
Si  7.7343  9.5708  40.0735  -0.0066  -0.0491  -0.0098
Si  0  0  4.8337  -0.0055  0.04  -0.1595
Si  3.8672  0  4.8337  -0.0009  0.0483  0.0091
Si  7.7343  0  4.8337  -0.0179  -0.0214  0.2321
Si  1.9336  1.3673  4.8337  0.0111  -0.0058  -0.1274
Si  5.8008  1.3673  4.8337  0.0626  0.0161  0.013
Si  9.6679  1.3673  4.8337  0.0387  -0.0576  0.1487
Si  0  5.469  4.8337  -0.0384  0.0549  -0.0069
Si  3.8672  5.469  4.8337  0.0904  0.069  0.0761
Si  7.7343  5.469  4.8337  0.0647  0.0075  -0.1291
Si  1.9336  6.8362  4.8337  0.0083  -0.075  -0.1003
Si  5.8008  6.8362  4.8337  0.0026  0.0098  -0.0063
Si  9.6679  6.8362  4.8337  -0.0456  -0.0487  0.1862
Si  1.9336  2.7345  2.9001  -0.0019  -0.0194  -0.0199
Si  5.8008  2.7345  2.9001  0.0105  0.0216  -0.0097
Si  9.6679  2.7345  2.9001  -0.0042  0.0816  0.0141
Si  0  4.1018  2.9001  0.0111  -0.0267  0.006
Si  3.8672  4.1018  2.9001  0.0071  -0.061  0.0099
Si  7.7343  4.1018  2.9001  -0.0129  -0.0234  -0.007
Si  1.9336  8.2035  2.9001  0.0024  -0.0047  -0.0099
Si  5.8008  8.2035  2.9001  0.0213  0.0318  0.0002
Si  9.6679  8.2035  2.9001  0.0031  0.084  0.0339
Si  0  9.5708  2.9001  0.013  0.0099  -0.0252
Si  3.8672  9.5708  2.9001  0.0114  -0.0175  -0.0074
Si  7.7343  9.5708  2.9001  0.0057  -0.074  0.0095
Si  0.2387  -0.4564  30.2502  0.0708  0.2158  0.0475
Si  3.6596  -0.0422  30.6892  -0.0627  0.038  -0.0144
Si  7.5547  0.2106  30.4794  -0.0207  0.0936  0.002
Si  1.7831  1.3615  30.5157  -0.0459  -0.0287  0.044
Si  5.5343  1.304  30.7155  0.058  -0.0731  0.0197
Si  9.4677  1.5783  30.2849  0.0335  -0.1569  0.1208
Si  -0.028  6.1318  28.9491  0.0354  -0.0935  -0.1272
Si  1.2436  5.9015  30.911  -0.0439  0.0022  0.03
Si  7.1552  5.1563  30.0547  0.0997  0.0967  -0.1941
Si  3.449  5.2348  30.3293  -0.0054  0.1116  -0.2431
Si  5.8116  7.1236  30.2051  0.003  0.0069  -0.0453
Si  9.4864  6.9685  29.4682  -0.1892  -0.0082  -0.0149
Si  1.9359  2.7267  32.4579  -0.0588  -0.0774  -0.1516
Si  5.8086  2.7505  32.5079  -0.0359  -0.0432  -0.0953
Si  9.7712  2.8798  32.2387  -0.0102  0.0207  -0.0508
Si  0.1606  4.266  32.3691  0.0553  0.0322  0.0353
Si  3.8929  4.0804  32.3434  0.0065  -0.0109  0.2522
Si  7.7037  4.0937  32.1959  0.1114  0.0265  0.0259
Si  1.7806  7.8551  32.3432  -0.0898  -0.0203  0.008
Si  5.8071  8.2668  32.2976  -0.0658  0.0231  0.0035
Si  9.5723  8.304  32.4175  0.0281  -0.0836  -0.0437
Si  0.0277  9.4402  32.3561  -0.0968  -0.0661  -0.0125
Si  3.6842  9.317  32.3935  0.1203  0.0183  -0.089
Si  7.682  9.7175  32.3938  0.0388  -0.0112  -0.1008
Si  -0.0206  -0.0111  34.2301  0.0574  -0.0369  -0.0066
Si  3.8154  -0.1113  34.2654  0.011  -0.0445  0.0307
Si  7.7435  0.0999  34.3108  0.0518  -0.0444  0.0342
Si  1.9318  1.3025  34.3166  -0.0332  0.0611  0.0279
Si  5.746  1.3052  34.3391  -0.0529  0.0658  0.0681
Si  9.7018  1.4548  34.1927  -0.0211  0.0179  0.0154
Si  -0.0411  5.4758  34.3706  -0.0165  -0.0249  -0.015
Si  3.8428  5.4727  34.2729  0.0378  -0.0334  -0.058
Si  7.7054  5.4585  34.1727  -0.0132  0.0264  0.029
Si  1.8965  6.7792  34.3966  -0.0431  0.0195  0.0322
Si  5.7838  6.8402  34.2068  0.0277  -0.0291  0.0129
Si  9.6225  6.8411  34.2857  -0.0067  0.0413  0.0149
Si  1.9261  2.7307  36.2111  0.0169  -0.0412  0.0155
Si  5.7776  2.7306  36.2228  0.0023  -0.0457  0.0156
Si  9.6551  2.7266  36.1938  -0.0271  -0.009  0.027
Si  -0.0252  4.0698  36.2446  0.0178  0.0397  -0.0159
Si  3.8631  4.1002  36.2049  -0.0178  0.0007  -0.0162
Si  7.7177  4.1008  36.1544  -0.0041  0.029  -0.0159
Si  1.9214  8.2278  36.2423  0.0013  -0.034  -0.0259
Si  5.8122  8.1944  36.1756  -0.0012  -0.0191  0.0007
Si  9.6515  8.2127  36.2178  0.0077  -0.0624  -0.0374
Si  -0.0215  9.5784  36.1935  -0.0065  0.0383  0.009
Si  3.8705  9.5456  36.2306  0.0208  0.0248  0.0317
Si  7.7405  9.588  36.1996  -0.0209  0.0382  0.0031
Si  0  0  38.14  -0.0341  0.0657  -0.0784
Si  3.8672  0  38.14  0.0417  0.0566  0.0424
Si  7.7343  0  38.14  -0.0167  0.0406  0.0577
Si  1.9336  1.3673  38.14  0.0108  -0.0373  0.0362
Si  5.8008  1.3673  38.14  0.0011  -0.0322  0.1472
Si  9.6679  1.3673  38.14  -0.0719  -0.0914  -0.0743
Si  0  5.469  38.14  0.0117  0.0265  0.1178
Si  3.8672  5.469  38.14  -0.028  0.0535  -0.062
Si  7.7343  5.469  38.14  -0.0291  -0.0634  -0.2582
Si  1.9336  6.8362  38.14  -0.0611  -0.044  0.1347
Si  5.8008  6.8362  38.14  0.0718  -0.0015  -0.1527
Si  9.6679  6.8362  38.14  -0.0123  -0.039  0.0226
Si  1.962  2.7778  6.7219  0.0172  -0.0213  0.0175
Si  5.847  2.7328  6.775  -0.0058  -0.0268  0.001
Si  9.6934  2.7226  6.7954  0.0084  -0.0347  0.0084
Si  0.0083  4.1116  6.7709  0.0094  0.025  -0.0165
Si  3.9127  4.1026  6.7759  -0.0069  0.0268  -0.0231
Si  7.7835  4.1031  6.7556  -0.0145  0.058  -0.0082
Si  1.9449  8.2022  6.747  -0.0108  0.0122  -0.0211
Si  5.8032  8.2014  6.7723  -0.0175  -0.005  0.0077
Si  9.6647  8.2005  6.7988  0.0062  -0.0265  -0.0055
Si  -0.0058  9.5449  6.7269  0.0096  -0.002  0.0123
Si  3.8715  9.5696  6.7609  0.0005  0.0054  0.0229
Si  7.7434  9.5796  6.8146  -0.0108  0.0103  0.0107
Si  0.0295  0.0061  8.6039  0.0441  -0.0066  -0.004
Si  3.8707  0.0086  8.6859  -0.0249  -0.0098  -0.0896
Si  7.7756  -0.0176  8.8028  -0.0042  -0.0496  0.0102
Si  1.9331  1.3869  8.6019  -0.0252  0.0243  0.0412
Si  5.8223  1.3202  8.6809  -0.0122  0.031  0.0362
Si  9.6979  1.3602  8.7618  0.0249  0.0059  0.0001
Si  0.011  5.5142  8.6848  0.0283  -0.0543  -0.0298
Si  3.8689  5.423  8.7491  0.0347  -0.045  -0.0103
Si  7.7883  5.517  8.6578  0.0396  -0.0827  0.0229
Si  1.9717  6.812  8.651  -0.0064  0.0413  -0.0318
Si  5.8278  6.8132  8.6965  -0.0284  0.0114  -0.0365
Si  9.7409  6.9252  8.8177  -0.071  0.0646  -0.0223
Si  1.741  2.634  10.6021  -0.1056  -0.0693  -0.0692
Si  5.7508  2.6862  10.5906  0.0992  0.0538  -0.1092
Si  9.6642  2.7786  10.6951  -0.0911  -0.0392  0.0282
Si  -0.0421  4.1911  10.623  0.044  0.0335  0.069
Si  3.7532  3.9527  10.6578  0.0725  0.0693  0.0568
Si  7.7016  4.0589  10.4979  -0.061  0.0588  0.0714
Si  2.0817  8.2253  10.5093  -0.0434  -0.0591  -0.0256
Si  5.9364  8.1853  10.6058  0.0887  0.0083  -0.0615
Si  9.909  8.3633  10.7943  -0.0163  -0.1401  0.1361
Si  0.2805  9.7492  10.6021  0.0432  0.0907  -0.0641
Si  4.0058  9.58  10.6087  -0.015  0.0987  0.0474
Si  7.8962  9.5738  10.7987  -0.0633  0.0607  -0.0258
Si  -0.1485  0.9319  13.7833  -0.0587  0.0523  0.2142
Si  3.455  0.1326  12.422  0.2028  -0.0078  0.0709
Si  7.9973  -0.0909  12.8611  -0.145  0.0288  0.0243
Si  1.2374  0.6527  11.9173  -0.0289  0.0283  -0.0988
Si  5.3804  1.5573  12.6193  -0.0159  -0.0922  0.0504
Si  9.4367  1.7954  12.867  0.0048  0.0444  -0.0679
Si  0.1108  5.558  12.5832  -0.16  0.0618  0.0317
Si  3.7574  5.3036  12.6065  0.0284  0.09  -0.069
Si  9.9767  7.1283  12.8862  -0.0758  -0.1207  -0.1073
Si  2.0229  6.8892  12.452  0.0526  -0.1082  0.0343
Si  5.4664  7.0066  12.6034  0.0286  -0.144  0.1955
Si  8.0554  5.8253  13.1982  0.0922  0.0767  -0.1381
O  6.7464  17.6447  13.6121  -0.0594  0.0356  -0.0417
O  5.441  2.7482  13.7758  -0.0139  0.0068  0.0115
O  1.009  4.1409  16.357  0.0119  0.0075  -0.0086
O  11.0434  10.5483  14.7088  0.0142  0.0089  -0.0798
O  2.1669  7.9523  13.7521  0.0049  0.0479  -0.0344
O  14.9404  -0.5569  13.9495  -0.0361  -0.0017  -0.0589
O  7.6395  5.114  11.7809  0.0406  -0.0011  0.0278
O  3.4783  4.417  14.0311  -0.005  -0.0272  0.0143
O  0.199  4.5093  13.8613  0.042  -0.025  -0.0298
O  8.4614  9.966  14.196  0.0096  0.0308  -0.0186
O  -5.1587  11.341  13.1309  0.0604  -0.046  -0.0578
O  10.2594  8.0354  14.2662  0.0162  0.1418  0.0837
O  4.2185  17.6199  30.0334  0.0035  0.0153  0.0711
O  11.2331  4.6666  28.2793  -0.0092  0.0276  0.0518
O  13.1577  -2.3331  24.3659  0.0077  0.0076  -0.0007
O  0.4936  9.2618  29.1376  -0.0145  -0.0885  -0.0918
O  2.4864  8.9612  27.2533  0.0122  0.0325  0.0155
O  5.1283  2.0044  29.2612  -0.0409  0.0226  0.0213
O  1.6401  2.4166  29.1893  -0.0012  -0.0161  -0.0511
O  10.4545  0.3318  29.8317  -0.0453  0.0051  -0.014
O  7.5018  10.3856  29.013  0.0126  -0.1037  -0.0225
O  4.052  11.303  26.8781  -0.0152  0.0005  0.0198
O  3.7786  4.3169  28.9825  0.0105  -0.0301  0.0227
O  8.5521  5.6222  29.2992  -0.0395  0.0732  0.1577
Si  10.3653  10.9317  20.6062  -0.0193  -0.021  -0.0225
Si  7.3089  1.5418  16.8763  0.0062  0.0228  0.0138
Si  -0.8473  16.8704  23.7443  -0.0049  0.0032  -0.0004
Si  11.6158  8.7274  24.8409  0.0115  -0.0065  -0.0155
Si  11.9492  6.7031  19.6739  0.0119  -0.0191  -0.0324
Si  6.7001  6.7762  21.3936  -0.0107  0.0145  0.0062
Si  8.6391  4.4  25.3981  -0.0052  0.0122  -0.0245
Si  4.3511  12.1762  16.8562  0.0216  0.0023  0.0525
Si  1.4377  9.4671  20.483  0.02  -0.0001  -0.0105
Si  2.7554  -2.2005  23.2864  0.0002  0.0168  -0.0004
Si  8.8346  3.2159  14.7118  0.0395  0.0393  0.009
Si  3.9334  12.8239  26.2338  0.0019  -0.0022  -0.0493
Si  8.9334  10.041  17.8672  -0.02  0.013  0.0126
Si  9.3765  10.2933  23.5104  -0.0057  -0.0065  -0.0047
Si  6.5717  9.5484  19.7335  -0.0073  0.0074  -0.0061
Si  3.5107  -2.1517  14.1795  0.0085  -0.0059  0.0103
Si  10.3028  3.4013  27.8365  0.0683  -0.0013  0.0143
Si  9.4577  5.7071  20.8366  0.0069  0.0086  0.0052
Si  4.4111  14.3053  14.8844  -0.0198  0.0266  0.0147
Si  5.0721  3.4263  28.4928  0.0282  -0.0116  -0.0132
Si  7.4889  8.9519  28.2636  0.075  -0.0422  0.025
Si  10.7216  3.0065  21.3196  -0.0142  -0.0004  -0.0013
Si  4.6416  4.9354  17.492  0.0053  -0.0124  0.0515
Si  0.9319  8.6065  27.6751  -0.0195  -0.0302  0.0254
Si  1.329  1.9607  27.6292  -0.0248  0.0609  0.0264
Si  3.5821  -1.0616  18.532  0.0029  -0.0233  -0.0203
Si  8.6794  13.1373  23.3931  -0.0246  -0.0003  -0.0051
Si  15.1311  7.4763  16.8559  0.0121  -0.0052  0.0748
Si  4.7887  0.213  23.9209  -0.003  0.0205  -0.0044
Si  18.1011  6.3554  24.3647  0.0152  0.0047  0.0101
Si  11.7075  3.5474  15.163  -0.017  0.0009  0.0099
Si  9.834  9.4585  14.9665  0.0354  -0.1053  0.0025
Si  18.5623  -1.7186  25.1277  -0.0188  0.0095  -0.025
Si  1.721  5.2811  17.242  0.0069  -0.0114  0.0293
Si  1.3913  -6.0559  22.0553  -0.0003  0.0204  -0.01
Si  5.7146  2.8429  18.978  0.0047  0.0017  -0.0013
Si  14.5981  10.4285  27.7524  0.0479  -0.0247  0.0234
Si  4.1969  5.9255  22.7333  0.0104  0.002  -0.0011
Si  6.3988  12.1739  21.4206  -0.0314  -0.005  -0.0146
O  7.1049  2.3881  18.2569  -0.011  0.0021  -0.0051
O  9.0015  0.8049  24.1518  0.0035  0.0041  0.0066
O  8.505  0.5007  17.1588  0.0109  -0.011  -0.0105
O  10.1565  3.4509  15.6614  0.0087  0.0065  -0.0237
O  5.1619  5.4633  23.9982  -0.0087  -0.0022  -0.0018
O  0.6778  16.7707  18.3451  -0.0081  0.0217  0.0115
O  -3.9745  9.2764  18.5048  0.0012  0.0003  -0.0075
O  8.269  4.7007  14.3488  -0.0167  -0.1269  0.0371
O  3.6593  2.1031  15.6362  0.005  -0.0136  -0.0258
O  4.8094  6.5363  17.2523  -0.0358  0.0354  -0.0452
O  -0.0542  9.0335  26.4445  -0.0095  0.0105  -0.0064
O  5.5467  4.4538  18.7577  -0.0009  -0.0113  -0.0152
O  5.1852  6.1217  21.4161  0.0005  0.0001  -0.0005
O  7.634  1.9537  22.1802  0.0137  0.0058  0.0063
O  9.4146  -0.5269  21.8602  0.0078  -0.0004  -0.0088
O  1.5679  11.2745  27.7063  0.0155  -0.0038  0.0406
O  0.8109  8.2539  19.5892  -0.0074  0.0003  -0.0001
O  5.7113  2.4207  20.5354  0.0093  -0.0087  0.0124
O  12.2999  3.4719  21.5299  0.0062  -0.0066  -0.0005
O  5.8942  0.8174  16.4676  -0.0184  0.0048  -0.0209
O  3.6065  7.359  23.2353  -0.0104  0.0049  0.0029
O  10.8307  7.3556  24.4988  0.006  -0.0018  0.0051
O  7.8598  5.9455  20.5791  0.0091  -0.0092  -0.0042
O  2.2578  -4.3737  16.3704  0.0064  0.0052  -0.0188
O  4.444  13.0589  18.2353  -0.0018  0.0023  -0.0164
O  14.0183  2.4816  26.5126  -0.0113  -0.0229  0.0347
O  6.9631  10.9458  20.4964  0.0049  0.0083  0.0087
O  14.6085  4.8478  22.3711  -0.0056  -0.0052  0.0041
O  9.0741  3.8053  26.8463  -0.0074  0.0037  0.0076
O  4.9474  2.9947  26.9072  0.0038  0.0045  0.0486
O  20.514  8.1744  28.5198  -0.0418  -0.0182  0.0746
O  3.0728  4.6213  17.8847  -0.0029  0.0102  -0.0264
O  -4.3774  17.673  22.9435  0.0054  -0.0013  -0.0088
O  6.4421  4.2263  28.8752  -0.0059  -0.0227  0.0292
O  10.0312  4.9423  24.7871  0.0115  0.006  0.0036
O  6.1345  18.7504  25.0051  0.0056  0.0031  0.0024
O  3.6234  -0.9022  23.7379  -0.0019  -0.0118  0.0007
O  8.2503  9.2531  24.0977  0.0103  0.0037  0.0035
O  7.7278  2.4829  15.6352  -0.0422  -0.0303  0.0028
O  7.3991  9.2992  26.6863  0.0109  -0.006  0.0613
O  0.6474  5.3565  23.4312  -0.0013  -0.0076  0.0011
O  -0.1923  2.3538  27.1844  -0.027  0.0205  0.0374
O  4.2668  12.5326  24.6611  0.0101  -0.0152  -0.0041
O  0.5916  2.0322  14.7814  0.024  -0.0071  -0.0464
O  5.1329  4.1877  16.1062  0.0021  0.0079  -0.0173
O  5.0896  9.8129  19.1265  0.0015  0.0039  -0.0042
O  10.8669  9.9176  24.0321  -0.0019  0.0051  0.0043
O  11.8531  10.4308  20.9786  0.0003  0.0032  0.0083
O  9.8909  6.0662  22.3705  -0.0027  0.0034  0.0018
O  6.0146  -0.4453  24.766  0.0034  -0.006  0.0143
O  5.2863  -10.2856  22.4404  0.014  0.0097  -0.003
O  9.8807  4.1598  20.5144  0.0017  -0.0062  0.0006
O  10.0708  13.7578  22.8066  0.0132  -0.0012  0.002
O  3.4828  -0.0786  17.2285  0.0005  0.0001  0.0045
O  9.6093  9.2266  16.5934  0.0066  0.003  -0.0073
O  2.4974  10.3668  19.6326  -0.0149  -0.0003  0.0066
O  12.7424  6.0211  20.9208  0.0037  -0.0068  0.0065
O  8.0225  3.2157  24.4669  0.0024  -0.0072  -0.0055
O  2.1918  -2.0363  21.7851  -0.0036  -0.0078  0.0054
O  14.7435  8.3581  18.1532  0.0153  0.0037  -0.0328
O  6.5898  -2.6504  20.7708  0.002  -0.0071  0.0079
O  10.494  12.5605  20.4947  0.0111  0.0075  -0.0012
O  10.3225  6.6864  19.8563  -0.0012  0.0012  0.0034
O  3.678  10.1433  29.1968  -0.0108  -0.0084  -0.0059
O  7.4864  5.5675  25.4105  0.0021  -0.0064  0.0056
O  9.9228  10.3379  19.1434  0.0114  0.0101  0.022
O  17.8615  8.038  28.8832  0.0267  0.0117  0.0157
O  4.78  8.3364  13.2848  -0.0361  0.0052  -0.0132
O  3.9364  -2.424  15.7051  -0.0127  -0.0085  -0.0224
O  0.849  6.9835  27.8442  -0.003  0.0329  0.0246
O  9.5438  2.6998  29.0952  0.0011  0.0722  -0.0748
O  -2.2207  7.3502  31.0618  0.0189  0.0395  0.0164

Results
free energy: -178557.125 eV
free energy less fixed offsets of O -568.88, Si -635.61 eV per atom: -0.695 eV

The program warned: the cutoff lies below the one the program advises for these potential files; the forces do not sum to zero within the program's tolerance; the exchange-correlation potential is rough where the density is thin.
